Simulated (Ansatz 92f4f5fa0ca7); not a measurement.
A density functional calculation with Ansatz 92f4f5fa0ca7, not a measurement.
Periodic cell of 220 atoms, Si132O88, from a study of silicon, its oxide and their interface. The atomic structure is a simulated model.
Doubt: the cutoff is low for norm-conserving oxygen, so forces and energies are approximate.
Doubt: the program's own warning below bears on the result.

Settings
functional: HSE06
potential files: SPMS norm-conserving
basis: plane waves
wave-function cutoff: 800 eV
density cutoff ratio: 4
exchange-correlation grid ratio: 1
k mesh: 1 x 1 x 1, Gamma-centred
occupations: fixed
spin: none
net charge: 0

Cell vectors (angstrom)
a	10.938	0	0
b	0	10.938	0
c	0	0	31.9049

Atoms: element, x, y, z (angstrom)
Si	-0.0897	0.2503	24.5618
Si	5.8573	-0.2917	24.2155
Si	2.5312	2.9569	24.6787
Si	8.5606	2.4461	24.4122
Si	0.3815	5.2433	24.4896
Si	5.1991	5.95	24.2542
Si	2.8063	8.0662	24.4321
Si	8.1401	8.4378	24.534
Si	1.3741	1.4142	25.9513
Si	6.866	1.3541	25.646
Si	4.2141	4.2175	25.679
Si	9.5985	4.1336	25.7004
Si	1.4154	6.8362	25.8558
Si	6.8378	6.879	25.709
Si	4.1246	9.6508	25.5975
Si	9.6539	9.6118	25.8427
Si	2.7841	-0.0196	27.1218
Si	8.1976	0.0179	27.1305
Si	-0.0514	2.7842	27.1827
Si	5.4942	2.7386	27.0492
Si	2.7974	5.4529	27.152
Si	8.1856	5.4711	27.0755
Si	0.0132	8.1856	27.1622
Si	5.4407	8.2427	27.0774
Si	4.1018	1.3673	28.4867
Si	9.5708	1.3673	28.4867
Si	1.3673	4.1018	28.4867
Si	6.8362	4.1018	28.4867
Si	4.1018	6.8362	28.4867
Si	9.5708	6.8362	28.4867
Si	1.3673	9.5708	28.4867
Si	6.8362	9.5708	28.4867
Si	0	0	29.8539
Si	5.469	0	29.8539
Si	2.7345	2.7345	29.8539
Si	8.2035	2.7345	29.8539
Si	0	5.469	29.8539
Si	5.469	5.469	29.8539
Si	2.7345	8.2035	29.8539
Si	8.2035	8.2035	29.8539
Si	1.3673	1.3673	31.2212
Si	6.8362	1.3673	31.2212
Si	4.1018	4.1018	31.2212
Si	9.5708	4.1018	31.2212
Si	1.3673	6.8362	31.2212
Si	6.8362	6.8362	31.2212
Si	4.1018	9.5708	31.2212
Si	9.5708	9.5708	31.2212
Si	2.7345	0	0.6835
Si	8.2035	0	0.6835
Si	0	2.7345	0.6835
Si	5.469	2.7345	0.6835
Si	2.7345	5.469	0.6835
Si	8.2035	5.469	0.6835
Si	0	8.2035	0.6835
Si	5.469	8.2035	0.6835
Si	4.1018	1.3673	2.0507
Si	9.5708	1.3673	2.0507
Si	1.3673	4.1018	2.0507
Si	6.8362	4.1018	2.0507
Si	4.1018	6.8362	2.0507
Si	9.5708	6.8362	2.0507
Si	1.3673	9.5708	2.0507
Si	6.8362	9.5708	2.0507
Si	0	0	3.418
Si	5.469	0	3.418
Si	2.7345	2.7345	3.418
Si	8.2035	2.7345	3.418
Si	0	5.469	3.418
Si	5.469	5.469	3.418
Si	2.7345	8.2035	3.418
Si	8.2035	8.2035	3.418
Si	1.4209	1.2904	4.7421
Si	6.9459	1.2636	4.7786
Si	4.0721	4.1496	4.7541
Si	9.482	4.1263	4.7492
Si	1.3356	6.9082	4.8221
Si	6.7838	6.8481	4.7424
Si	4.0753	9.5384	4.8724
Si	9.55	9.5908	4.8274
Si	2.5551	-0.2048	6.2327
Si	8.164	-0.1119	6.3566
Si	-0.2002	2.5649	5.9179
Si	5.4967	2.6496	5.9223
Si	2.5897	5.4368	6.1824
Si	8.0482	5.4558	6.11
Si	-0.0515	8.2336	6.2177
Si	5.4099	7.999	6.2773
Si	3.8383	1.5895	7.152
Si	9.8174	1.1606	7.5693
Si	1.3628	3.6638	7.1603
Si	6.5554	4.1166	7.3913
Si	4.1597	6.3556	7.6831
Si	9.3041	6.9438	7.3769
Si	0.822	9.6198	7.9607
Si	7.0264	9.0938	7.6186
O	1.4372	4.0441	24.0414
O	5.5218	11.0269	22.6406
O	2.7232	2.7804	7.0081
O	8.1831	7.9803	8.0446
O	5.1271	4.7516	8.3363
O	0.1521	0.214	7.9987
O	3.9417	6.9697	23.9843
O	9.6894	1.303	24.0881
O	2.3411	9.3346	8.6264
O	0.9282	3.4512	8.7454
O	9.3944	1.9946	8.9405
O	6.3509	9.5914	9.0335
O	4.3689	1.9918	8.7204
O	3.6321	7.0435	9.0808
O	7.3044	3.5203	8.7202
O	10.0695	6.0324	8.5284
O	3.1594	2.0121	23.4542
O	4.5835	1.923	21.0806
O	8.1031	2.8559	22.8841
O	10.9116	6.0301	23.0922
O	7.005	9.4898	23.9788
O	2.018	8.4979	23.0385
O	5.7646	5.8167	22.6922
O	0.6029	10.7042	23.161
Si	2.959	8.3881	9.802
Si	-1.0937	3.4696	19.1902
Si	3.1101	10.5113	19.778
Si	1.8965	2.4562	19.5372
Si	6.6848	2.3105	14.3898
Si	9.8459	-1.516	13.344
Si	2.2275	19.0396	15.4777
Si	9.4288	3.6993	14.0488
Si	5.7226	9.6671	10.536
Si	-4.0227	10.9667	16.5975
Si	1.5886	3.923	10.1495
Si	2.78	12.2197	15.0237
Si	11.3765	10.5155	15.552
Si	0.1295	-2.5564	10.7435
Si	4.5076	3.442	9.4541
Si	-3.1081	12.0778	19.1331
Si	1.9492	-5.6605	14.8809
Si	4.396	3.7002	16.0311
Si	3.861	4.9259	18.7361
Si	5.3454	4.8103	21.4693
Si	13.1817	7.6689	18.4716
Si	8.462	3.0325	9.773
Si	-2.7383	4.0344	21.7718
Si	10.6202	-2.9457	20.0303
Si	9.0162	6.679	14.3336
Si	3.4197	2.6195	21.9729
Si	1.2984	9.662	22.1453
Si	4.7139	9.7229	15.0853
Si	-1.5322	-1.0515	17.9046
Si	5.5171	11.5302	21.093
Si	9.5253	6.5858	22.4354
Si	10.2046	5.6713	10.1144
Si	-3.9394	8.6504	13.1021
Si	1.2185	3.0082	12.962
Si	-0.7522	4.9681	16.4891
Si	6.2145	1.8181	11.4292
O	-5.3851	10.115	16.4182
O	4.7617	4.3077	17.5053
O	3.1692	4.2316	9.8923
O	5.3332	3.0752	10.7996
O	1.4057	0.8593	15.7982
O	2.7197	14.7002	18.965
O	-0.3737	2.8053	13.2837
O	-0.1125	8.995	9.2616
O	2.4327	10.4181	21.2613
O	0.796	5.2766	10.5358
O	10.0202	-3.0061	14.0337
O	3.546	2.2984	16.0455
O	1.3911	-1.5809	14.9245
O	-2.5168	5.4155	22.5969
O	-1.2069	8.5364	18.764
O	1.6601	7.8194	16.9679
O	8.1449	-1.0508	16.8372
O	11.0973	9.134	21.0982
O	2.0105	2.5705	21.1653
O	1.7496	8.0032	10.8433
O	4.7973	5.2934	20.0182
O	-1.2173	6.9244	20.8557
O	-1.6544	6.2586	15.9314
O	-2.6821	9.6886	13.0994
O	-0.217	-0.7076	17.0107
O	6.5041	8.6089	11.5349
O	4.1542	9.2028	10.5467
O	1.9949	6.8461	14.4873
O	13.2094	12.9005	13.6297
O	5.7372	9.2767	13.9113
O	1.0218	7.2523	19.4634
O	5.8208	11.2435	10.9645
O	-1.2633	3.6457	15.6695
O	10.0404	7.0794	10.9486
O	3.4477	4.8211	15.3225
O	1.4357	2.8448	11.3531
O	7.5252	7.2321	13.8142
O	8.9743	7.895	23.219
O	0.313	2.6214	19.1477
O	-3.9161	11.8899	20.5457
O	3.7831	10.9913	14.6336
O	5.7811	3.3953	15.2214
O	-1.4763	3.9399	20.7182
O	-4.2072	4.0334	21.0575
O	4.7391	-0.4068	20.0431
O	3.2599	6.4032	18.3873
O	4.0414	4.1064	22.173
O	6.7452	0.9273	17.9389
O	2.8379	9.1433	18.9114
O	-0.2448	9.4339	11.9491
O	5.9198	1.8234	13.034
O	-0.9641	4.702	18.0937
O	-1.8928	10.9876	19.054
O	11.7872	5.0876	16.0961
O	7.1106	1.027	15.314
O	-7.1266	8.4448	15.4972
O	-2.9502	3.0482	13.7918
O	13.4412	11.9056	19.0838
O	8.5414	2.5645	18.8149
O	1.5654	4.5039	13.5061
O	9.2193	4.3679	10.3896
O	7.7511	2.1933	10.9843
O	10.2709	-0.2915	14.3561
O	9.3918	5.2772	13.5419

Results
free energy: -54371.974 eV
free energy less fixed offsets of O -447.96, Si -113.29 eV per atom: 2.786 eV
gap between the highest filled and lowest empty level on this k mesh: 1.047 eV

The program warned: the cutoff lies below the one the program advises for these potential files; the model core charge is not resolved on the grid; the forces do not sum to zero within the program's tolerance; the exchange-correlation potential is rough where the density is thin.
